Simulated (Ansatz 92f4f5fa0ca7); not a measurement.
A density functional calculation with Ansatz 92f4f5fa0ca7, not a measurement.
Periodic cell of 236 atoms, Si145O89B2, from a study of silicon, its oxide and their interface. The atomic structure is a simulated model.
Doubt: the cutoff is far below the 930 eV that the study's wrapper takes by default for these files, so forces and energies are approximate.

Settings
functional: PBE
potential files: Ansatz PAW
basis: plane waves
wave-function cutoff: 580 eV
density cutoff ratio: 5
exchange-correlation grid ratio: 1
k mesh: 1 x 1 x 1, Gamma-centred
self-consistency stop: 5e-08 eV per atom in the density residual
occupations: fixed
spin: none
net charge: 0

Cell vectors (angstrom)
a	11.6015	0	0
b	0	10.938	0
c	0	0	32.0622

Atoms: element, x, y, z (angstrom)
Si	-0.2002	-0.0607	23.2638
Si	3.6622	0.1992	23.0876
Si	7.5477	-0.1427	23.4416
Si	1.6834	1.3819	23.3959
Si	5.7281	1.3987	23.1888
Si	9.4342	1.2267	23.3605
Si	0.1551	5.3122	23.4528
Si	4.1141	5.2984	23.3948
Si	8.0256	5.6055	23.5385
Si	2.1509	6.5847	23.3611
Si	5.9616	6.7683	23.4747
Si	10.0021	6.866	23.5898
Si	1.8968	2.6632	25.3702
Si	5.8226	2.6514	25.2545
Si	9.6228	2.6861	25.2607
Si	11.5911	4.0041	25.3795
Si	3.886	3.971	25.3196
Si	7.7338	4.0895	25.3373
Si	1.9657	8.1502	25.186
Si	5.767	8.1692	25.3578
Si	9.7062	8.2649	25.4214
Si	11.6338	9.5638	25.2558
Si	3.8564	9.5882	25.0662
Si	7.6834	9.5187	25.4052
Si	11.6458	-0.01	27.2014
Si	3.8959	-0.0564	27.1186
Si	7.7533	-0.017	27.2828
Si	1.9811	1.3119	27.2702
Si	5.8227	1.32	27.2061
Si	9.6901	1.3309	27.2064
Si	11.5882	5.4689	27.2331
Si	3.8413	5.4196	27.2138
Si	7.7067	5.4615	27.2605
Si	1.9331	6.8258	27.1751
Si	5.7528	6.7996	27.2688
Si	9.6512	6.8165	27.277
Si	1.9441	2.7205	29.1723
Si	5.7882	2.7101	29.1386
Si	9.6793	2.7245	29.1399
Si	0.0102	4.0968	29.1625
Si	3.8608	4.086	29.1684
Si	7.7262	4.078	29.1751
Si	1.9383	8.1846	29.1315
Si	5.7861	8.1914	29.1789
Si	9.6693	8.2042	29.1885
Si	0.0069	9.5603	29.1426
Si	3.8693	9.5637	29.1143
Si	7.7304	9.5455	29.1942
Si	0	0	31.0965
Si	3.8672	0	31.0965
Si	7.7343	0	31.0965
Si	1.9336	1.3673	31.0965
Si	5.8008	1.3673	31.0965
Si	9.6679	1.3673	31.0965
Si	0	5.469	31.0965
Si	3.8672	5.469	31.0965
Si	7.7343	5.469	31.0965
Si	1.9336	6.8362	31.0965
Si	5.8008	6.8362	31.0965
Si	9.6679	6.8362	31.0965
Si	1.9336	2.7345	0.9679
Si	5.8008	2.7345	0.9679
Si	9.6679	2.7345	0.9679
Si	0	4.1018	0.9679
Si	3.8672	4.1018	0.9679
Si	7.7343	4.1018	0.9679
Si	1.9336	8.2035	0.9679
Si	5.8008	8.2035	0.9679
Si	9.6679	8.2035	0.9679
Si	0	9.5708	0.9679
Si	3.8672	9.5708	0.9679
Si	7.7343	9.5708	0.9679
Si	11.5924	0.0056	2.8876
Si	3.8394	0.0037	2.9185
Si	7.7275	0.0022	2.8995
Si	1.9179	1.3708	2.8814
Si	5.7988	1.3472	2.8648
Si	9.6454	1.3696	2.9094
Si	11.5642	5.485	2.8855
Si	3.8461	5.4368	2.957
Si	7.6998	5.5115	2.9073
Si	1.9144	6.8074	2.8835
Si	5.759	6.8552	2.9255
Si	9.6379	6.8732	2.9357
Si	1.8595	2.6191	4.8734
Si	5.822	2.7348	4.7563
Si	9.5711	2.8068	4.8031
Si	11.5545	4.0774	4.7693
Si	3.8433	3.9796	4.8562
Si	7.7007	4.2161	4.8857
Si	1.9184	8.1514	4.8107
Si	5.729	8.2651	4.8586
Si	9.6118	8.2774	4.8756
Si	11.5877	9.5755	4.8079
Si	3.78	9.6	4.8729
Si	7.6763	9.657	4.8852
Si	11.6248	0.2812	6.565
Si	3.4488	0.3023	6.6675
Si	7.6262	0.0595	6.882
B	1.7599	1.1635	6.1691
Si	5.6245	1.3477	6.6751
Si	9.6133	1.5027	6.7852
Si	11.561	5.4858	6.6644
Si	3.98	5.2432	6.8543
Si	7.7458	5.6669	6.8562
Si	2.0232	6.6079	6.6639
Si	5.7663	6.9043	6.7981
Si	9.771	7.036	6.9011
O	10.0411	8.0704	8.2058
O	7.6189	9.8837	8.1471
O	7.4723	4.7154	8.2071
O	3.1812	10.6701	8.2296
O	2.0717	7.624	7.9635
O	4.0158	4.2631	8.2684
O	9.8344	2.4283	8.1724
O	11.5284	4.4993	7.9951
O	5.573	2.4532	7.9248
O	5.7499	7.9246	8.1297
O	11.3792	10.4034	8.0003
O	11.2572	10.0848	21.7898
O	3.2321	10.7211	21.503
O	5.7744	7.7644	22.1498
O	4.2128	4.4495	21.9469
O	7.6808	9.6773	22.1834
O	10.318	7.6612	22.1668
O	1.6184	2.4096	22.0904
O	5.94	2.4383	21.8859
O	8.433	4.703	22.2004
O	-0.0754	4.4527	22.0276
O	2.3338	7.365	21.9133
O	9.1145	1.8842	21.8667
Si	1.9249	7.8989	9.5391
Si	5.0526	0.5878	17.6595
Si	2.5356	5.4214	13.9582
Si	10.5223	3.9598	13.9893
Si	8.3123	2.4	15.2587
Si	9.5393	2.2397	20.3402
Si	10.6208	3.6141	9.0049
Si	0.0631	2.3615	11.5577
Si	11.063	8.1903	15.3815
Si	5.2094	6.9288	14.0024
Si	5.9595	2.6905	11.1672
Si	8.5762	7.6623	19.3744
Si	8.1052	4.8399	20.6152
Si	5.9517	9.5986	15.1742
Si	2.1075	7.6391	20.3295
Si	1.9134	4.9002	18.7543
Si	4.4907	3.4396	18.0255
Si	8.5234	8.9351	16.8079
Si	0.8769	9.5101	13.2554
Si	9.9555	10.6901	11.6587
Si	5.3391	3.701	21.0187
Si	0.6072	5.5622	16.206
Si	10.8218	9.2719	9.0247
Si	6.5672	8.8893	21.2789
Si	7.17	7.2054	11.479
Si	2.7297	0.7925	12.2466
Si	10.883	8.6795	21.0322
Si	6.0545	4.3355	15.68
Si	7.1538	0.4832	12.9671
B	4.762	3.2055	8.7384
Si	0.9299	6.7825	11.842
Si	6.4902	9.0774	9.0335
Si	0.6593	3.2942	21.1265
Si	9.8272	6.6092	12.8556
Si	7.9003	4.6018	9.7799
Si	3.9935	10.0695	20.1986
Si	4.334	3.0474	13.5514
Si	3.7998	10.2025	9.6611
Si	8.0781	0.7884	18.0147
O	11.4568	3.361	12.8125
O	9.5263	4.5396	9.8061
O	8.7915	3.5951	19.8479
O	4.0698	-0.0805	18.7804
O	11.2977	4.6382	15.242
O	9.8892	9.9295	10.2025
O	3.8438	1.5405	13.1766
O	0.6607	9.141	14.8303
O	6.4927	1.0112	18.3332
O	4.7314	3.1534	19.6186
O	6.353	1.2005	11.7262
O	0.5523	8.7411	9.7927
O	5.6648	4.3145	17.2747
O	8.521	7.394	12.345
O	4.7372	2.8664	10.0827
O	2.0886	5.6371	15.5101
O	3.44	0.2221	10.9073
O	5.9683	7.1686	12.5738
O	2.2844	6.3584	19.3586
O	0.6618	4.9516	17.7126
O	8.4805	10.6843	12.3582
O	5.4118	10.2013	9.4902
O	0.5948	8.2083	20.1944
O	9.7734	2.6805	14.6386
O	2.0687	10.5979	13.1972
O	9.9729	9.1295	16.1143
O	6.1939	10.3451	13.7373
O	7.501	1.5771	14.1214
O	1.6128	3.9262	19.9987
O	5.9211	5.8041	14.9715
O	7.3708	8.9543	15.672
O	1.5431	1.7466	11.7157
O	7.0724	8.4247	10.4063
O	4.3108	1.9904	17.284
O	7.3166	3.2533	10.4677
O	11.626	7.07	16.409
O	8.2762	10.1427	17.8341
O	3.2442	8.7106	10.0228
O	7.5958	3.8357	15.5448
O	3.1444	4.3166	17.8872
O	2.9655	3.8984	13.6397
O	1.4008	8.2229	12.427
O	1.2857	5.6819	12.966
O	5.0065	8.3145	14.845
O	11.1601	2.3871	20.3339
O	11.0456	9.9902	12.6442
O	5.4164	3.5698	12.4371
O	5.089	3.2183	14.9753
O	6.4736	4.7934	20.5514
O	8.4792	1.5692	16.645
O	10.4346	1.2955	11.4809
O	10.9195	6.6703	11.6383
O	3.2533	8.6756	19.8373
O	1.7419	6.5427	10.4424
O	7.1605	8.191	19.9551
O	8.5055	7.5884	17.7411
O	3.7276	6.4383	13.5879
O	9.5152	5.0665	13.306
O	5.5216	9.99	20.741
O	10.375	7.4171	14.1385
O	8.7698	6.1547	19.9432
O	7.2668	5.8378	10.6089
O	5.2916	10.5647	16.3385
O	9.0525	1.1354	19.2631
O	11.6813	3.0872	10.1042
O	9.7339	8.7012	19.8774

Results
free energy: -143103.150 eV
free energy less fixed offsets of B -154.04, O -568.88, Si -635.61 eV per atom: -1.300 eV

Forces (eV/angstrom), in the order of the atoms: element, x, y, z
Si	-0.0184	0.0114	0.0136
Si	0.0157	0.022	-0.002
Si	-0.0075	0.0146	-0.0005
Si	-0.0005	-0.0188	-0.0151
Si	-0.0025	-0.0166	0.0042
Si	0.0168	-0.005	0.0106
Si	-0.0207	0.0186	-0.0037
Si	0.0115	0.0108	0.011
Si	-0.0004	-0.0027	-0.0024
Si	0.0062	-0.0077	-0.0018
Si	-0.0034	-0.019	-0.0043
Si	0.0181	-0.0067	0.0037
Si	0.0087	0.0108	0.0002
Si	0.0082	-0.0043	-0.0167
Si	-0.0037	-0.0104	-0.008
Si	0.004	0.0055	0.0029
Si	-0.0019	0.0088	0.0056
Si	0.0064	0.0166	0.0177
Si	0.0008	0.0006	0.009
Si	0.0001	0.0013	0.0132
Si	-0.0095	-0.0057	0.0118
Si	0.0035	0.0144	-0.0173
Si	0.0078	0.0033	-0.0153
Si	0.0086	0.0015	-0.0039
Si	-0.0107	-0.014	0.0005
Si	0.0044	0.0059	-0.0183
Si	0.007	-0.0189	0.0116
Si	0.0021	-0.0041	0.0131
Si	-0.0038	-0.0011	-0.01
Si	0.0055	0.0039	-0.01
Si	0.0009	-0.0029	0.0069
Si	-0.0028	0.0028	0.012
Si	0.0028	-0.0096	0.0071
Si	-0.0044	-0.0093	-0.016
Si	0.0122	-0.0069	0.0089
Si	-0.011	0.0071	0.0106
Si	-0.0488	0.0199	-0.0191
Si	0.0157	0.0017	0.0335
Si	-0.0256	-0.0118	0.0323
Si	0.0124	0.0003	-0.0114
Si	0.0327	0.0198	-0.0121
Si	0.0143	-0.0026	-0.0388
Si	0.0058	-0.0074	0.0297
Si	0.0336	0.0077	-0.0643
Si	0.0196	-0.02	-0.0638
Si	-0.001	0.0429	0.0392
Si	-0.0351	0.0391	0.0851
Si	-0.0211	0.0148	-0.0404
Si	0.0385	-0.0474	-0.1247
Si	-0.031	-0.0018	-0.2461
Si	-0.0483	0.0371	0.1006
Si	-0.0214	-0.129	0.0772
Si	-0.0151	-0.0187	-0.1035
Si	0.0015	-0.0391	-0.1172
Si	0.0087	-0.0342	-0.0124
Si	0.0088	0.0467	0.0178
Si	-0.0113	-0.0272	0.0124
Si	0.0081	-0.0018	-0.1511
Si	-0.0474	-0.1151	0.1328
Si	0.0416	-0.1398	0.1492
Si	0.0048	0.1538	-0.0557
Si	-0.0455	0.0179	-0.1625
Si	0.009	0.0261	0.0537
Si	-0.0762	0.0529	-0.081
Si	0.013	0.0296	0.1848
Si	-0.0381	0.107	0.173
Si	0.0279	-0.0353	-0.0035
Si	-0.0917	-0.0205	0.0814
Si	-0.0347	0.0338	0.0987
Si	-0.0488	-0.0048	-0.1014
Si	-0.0216	-0.0216	0.0487
Si	0.0385	-0.0457	0.0843
Si	-0.0078	-0.0029	-0.0369
Si	0.0778	0.0092	-0.0816
Si	-0.0486	-0.0441	-0.0532
Si	-0.0203	-0.272	-0.1874
Si	0.0089	0.012	-0.019
Si	-0.0018	0.0122	0.0189
Si	-0.002	0.0006	-0.0217
Si	-0.0419	0.0188	-0.1147
Si	0.033	-0.0313	0.0634
Si	0.0367	0.0279	-0.094
Si	-0.0929	0.0665	0.0392
Si	0.0254	-0.0283	0.0304
Si	-0.065	0.8598	-0.1752
Si	0.009	-0.0865	0.0825
Si	0.0208	-0.0425	0.0787
Si	0.038	-0.0337	-0.003
Si	0.0153	0.0298	-0.118
Si	-0.0139	0.0581	-0.0549
Si	-0.0218	-0.0506	0.0686
Si	0.0884	-0.0001	-0.058
Si	0.027	0.009	-0.0197
Si	0.0633	0.0166	-0.0406
Si	-0.1372	0.0816	0.0794
Si	0.0245	-0.0929	-0.0058
Si	-0.3739	-0.3989	0.2871
Si	0.4552	-0.5973	0.5429
Si	0.1057	-0.2302	-0.0707
B	-0.1495	-0.1725	0.0442
Si	-0.2245	0.5673	0.184
Si	0.083	0.2163	-0.0148
Si	0.073	-0.0245	-0.0616
Si	-0.0401	-0.086	0.3735
Si	0.078	-0.0362	0.0425
Si	0.0231	-0.0315	-0.0535
Si	-0.0097	0.0533	0.0059
Si	0.0211	0.0383	-0.0704
O	-0.0183	-0.0769	0.0608
O	-0.0301	0.011	0.0533
O	-0.0367	0.0099	0.0166
O	-0.0953	0.1695	-0.184
O	0.0231	-0.0029	0.0352
O	-0.0666	0.5381	-0.5257
O	-0.0205	0.05	0.0434
O	-0.0484	-0.0236	0.072
O	-0.0507	-0.1854	-0.0836
O	0.0426	-0.0592	0.0103
O	0.094	-0.068	0.1269
O	0.0089	-0.0035	-0.0045
O	-0.0039	0.0037	0.0094
O	0.0037	0.0062	0.0014
O	-0.0027	-0.0038	-0.0074
O	0.0042	-0.0099	-0.003
O	-0.0009	0.0022	0.0001
O	0.0115	-0.0094	0.0141
O	0.005	0.0049	-0.0024
O	0.0007	0.0086	0.004
O	0.0067	-0.0035	0.0007
O	0.0013	-0.0137	0.0138
O	0.0015	0.0043	-0.0111
Si	-0.0531	0.0428	0.0384
Si	0.0119	0.0019	0.0227
Si	-0.0134	0.0043	0.0045
Si	0.0018	-0.0005	0.0132
Si	-0.0063	0.0088	0.0155
Si	-0.0045	-0.0002	0.0135
Si	-0.0299	-0.0699	-0.0705
Si	0.052	0.0192	-0.0232
Si	-0.0011	-0.0046	0.0048
Si	0.0062	-0.0008	0.0032
Si	-0.0455	-0.0315	-0.0978
Si	0.0061	-0.0051	0.0043
Si	-0.0022	0.0013	0.0004
Si	0.0078	-0.0061	0.0332
Si	-0.0074	0.0063	-0.0056
Si	0.0083	-0.0027	0.0027
Si	0.0039	0.0095	0.0213
Si	0.0086	-0.0035	0.0046
Si	-0.0091	-0.0171	-0.0006
Si	0.0243	-0.0247	-0.0143
Si	0.0033	-0.0049	0.0056
Si	0.011	0.008	0.0133
Si	0.061	0.0579	-0.0335
Si	-0.0027	0.0057	0.0046
Si	0.0187	-0.006	0.0379
Si	-0.0293	0.0298	-0.0333
Si	0.0059	0.0056	0.0026
Si	0.0067	0.0201	0.0142
Si	-0.0067	0.0181	-0.0218
B	0.1763	-0.2263	-0.0215
Si	0.0099	0.0059	0.049
Si	0.0233	-0.0255	0.0423
Si	-0.013	0.0039	-0.0102
Si	0.0006	0.0297	0.0181
Si	-0.0301	0.0027	-0.0687
Si	0.0141	-0.0131	0.0065
Si	-0.0511	-0.0302	-0.0041
Si	-0.0561	-0.0536	0.068
Si	0.0017	0.0019	0.0151
O	-0.0033	0.016	-0.0162
O	-0.0061	0.0167	-0.0195
O	0.0028	0.0005	-0.0047
O	-0.0007	-0.0037	-0.0055
O	-0.0101	-0.0088	-0.0203
O	-0.0251	0.0155	0.0229
O	0.0118	0.0016	0.0094
O	0.0164	0.0096	-0.0107
O	0.002	0.002	-0.0099
O	-0.0066	-0.0046	-0.0135
O	0.032	-0.0415	0.0383
O	0.0247	-0.0302	0.0076
O	0.0026	-0.0086	-0.0096
O	0.0013	-0.0029	-0.0086
O	-0.0159	0.0141	-0.2032
O	0.0014	-0.0026	-0.0157
O	0.0171	0.0161	0.0282
O	0.0118	0.0032	-0.0034
O	0.0001	0.0064	-0.002
O	0.0008	0.0018	-0.01
O	-0.003	0.0201	0.0079
O	0.0439	-0.0184	-0.0129
O	0.0029	-0.0024	-0.0032
O	-0.0001	0.0123	-0.0243
O	0.0068	-0.0041	0.0114
O	0.0052	0.0028	-0.0079
O	0.0118	0.0072	-0.0093
O	0.0059	-0.0177	-0.0107
O	0.0016	-0.0005	0.0035
O	0.0034	0.0032	-0.0067
O	-0.0046	0.0064	-0.0157
O	-0.02	-0.0004	0.0223
O	-0.0408	0.0415	-0.0709
O	-0.0026	0.0003	-0.0144
O	0.0436	0.0016	0.0444
O	0.003	0.0148	-0.0113
O	0.0018	0.0068	-0.0047
O	0.02	0.0212	0.005
O	0.0151	-0.0049	-0.0026
O	0.0058	-0.0022	-0.0036
O	0.0001	0.0154	0.0049
O	0.0029	0.0027	0.0101
O	-0.0025	0.0046	0.0148
O	0.0105	0.004	-0.0062
O	0.0075	0.0008	0.0011
O	0.0022	0.0149	-0.0021
O	0.0498	0.0491	0.0032
O	0.002	-0.0078	-0.0068
O	0.002	0.002	-0.0087
O	0.0135	0.0101	-0.0098
O	0.0114	0.0062	-0.0092
O	-0.0129	-0.0125	-0.0143
O	0.0043	0.0046	-0.0041
O	0.0293	-0.0112	-0.0073
O	0.0005	0.0047	0.0027
O	0.0021	0.0002	-0.0038
O	0.0131	-0.0004	0.0064
O	0.0201	-0.005	0.0036
O	-0.0042	-0.0034	-0.0028
O	0.0073	-0.0013	-0.0047
O	-0.0017	-0.0009	0.0015
O	-0.0034	-0.0101	0.0363
O	0.0075	-0.0012	-0.0228
O	-0.0042	-0.0063	-0.009
O	-0.0201	0.0026	0.0474
O	-0.0013	0.0003	-0.0032

The program warned: the cutoff lies below the one the program advises for these potential files; the exchange-correlation potential is rough where the density is thin.
